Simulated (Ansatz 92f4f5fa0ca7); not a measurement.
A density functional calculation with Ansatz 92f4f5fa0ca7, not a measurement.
Periodic cell of 192 atoms, Si128O64, from a study of silicon, its oxide and their interface. The atomic structure is a simulated model.
This geometry differs little from another in the collection (a relaxation step or a small displacement).

Settings
functional: r2SCAN
potential files: Ansatz PAW
basis: plane waves
wave-function cutoff: 800 eV
density cutoff ratio: 5
exchange-correlation grid ratio: 1
k mesh: 1 x 1 x 1, shifted by 0.5 0.5 0 of a step
self-consistency stop: 1e-10 eV per atom in the density residual
occupations: fixed
spin: none
net charge: 0

Cell vectors (angstrom)
a 10.88 0 0
b 0 10.88 0
c 3.5965 -1.8859 28.9362

Atoms and the computed forces on them: element, x, y, z (angstrom), force x, y, z (eV/angstrom)
Si 1.719 -1.6547 -0.0878 0.0282 -0.0057 0.1833
Si 4.4648 1.1926 0.0773 -0.025 -0.0299 0.1563
Si 1.1019 4.263 0.0484 -0.0178 0.013 0.1642
Si 3.8824 -3.9121 0.1805 -0.0195 0.0206 0.1472
Si -4.3509 -1.1199 0.1216 -0.0223 -0.017 0.182
Si -1.7065 1.5759 0.1338 -0.0124 0.0423 0.1742
Si 7.0118 3.8315 -0.0303 0.044 0.0202 0.1742
Si -1.067 -4.3756 0.0164 0.0004 0.0062 0.1806
Si 2.7606 0.0139 1.2407 -0.005 -0.0019 -0.0118
Si 5.5363 2.7254 1.437 -0.0149 -0.0087 0.0319
Si 2.672 -5.4803 1.3962 0.008 0.0186 0.0119
Si 5.4082 -2.6904 1.4469 -0.0141 0.0007 0.0128
Si -2.7939 0.0113 1.458 0.0058 0.0092 0.0052
Si -0.0696 2.7239 1.3684 -0.0019 -0.0019 -0.0078
Si 8.1786 5.4065 1.3052 0.019 0.004 0.0028
Si 0.0597 -2.7191 1.2491 0.0028 -0.0233 0.0065
Si 1.363 1.3393 2.6282 -0.0013 0.015 0.0174
Si 4.0845 4.0625 2.7048 -0.006 -0.0008 0.0172
Si 1.3459 -4.0629 2.7311 0.0019 0.0034 0.0606
Si 4.0409 -1.3124 2.7586 0.0057 -0.0217 0.0433
Si 6.8107 1.3782 2.8586 -0.008 -0.0045 0.0627
Si 9.4849 4.0779 2.7624 0.0166 0.0137 0.0572
Si 6.828 6.7872 2.6772 -0.0134 0.0114 0.024
Si -1.3286 -1.3851 2.6426 -0.0198 -0.0039 0.0252
Si 0.0121 -0.015 4.0229 -0.002 -0.0041 -0.0182
Si 2.7127 2.6943 4.0338 0.0055 0.0129 -0.0247
Si -0.0174 5.4568 4.0842 0.005 0.0017 -0.0133
Si 2.7019 -2.7089 4.098 0.0004 0 -0.0193
Si 5.4093 0.0122 4.1362 0.0192 0.0144 -0.0166
Si 8.1747 2.7339 4.168 -0.0004 -0.0212 -0.0074
Si 5.4473 5.4406 4.0514 -0.0022 -0.0166 -0.0253
Si 8.1902 -2.7314 4.0324 -0.01 0.0113 -0.0152
Si 1.386 -1.3631 10.8544 -0.003 -0.0031 -0.0102
Si 4.0831 1.3388 10.886 -0.0006 0.0112 -0.0217
Si 1.3257 4.0683 10.8948 0.0094 -0.007 -0.0154
Si 4.0837 -4.0432 10.8337 -0.0058 -0.0075 -0.0183
Si 6.768 -1.355 10.9092 -0.0093 -0.0036 -0.0223
Si -1.3748 1.3784 10.8538 0.0074 -0.017 -0.0159
Si 6.8406 4.0815 10.8526 -0.0134 -0.0062 -0.0023
Si -1.3717 6.7776 10.8896 -0.0001 0.0049 -0.0134
Si 2.7279 -0.0261 12.2638 0.0088 0.0066 0.004
Si 5.497 2.7017 12.1811 -0.0381 0.0029 0.0094
Si 2.7318 5.4707 12.1528 0.0171 -0.0176 0.0161
Si 5.4116 -2.7361 12.275 0.0025 -0.0034 0.0184
Si -2.7453 0.0517 12.2139 -0.0072 -0.0284 0.0252
Si -0.064 2.7177 12.2696 0.0105 0.0069 0.0177
Si 8.1606 5.4195 12.2874 -0.0011 -0.0009 0.0335
Si 0.0138 -2.721 12.1873 -0.0047 0.0134 0.0068
Si 1.3271 1.3469 13.5728 0.0203 0.0029 -0.0163
Si 4.1642 4.1354 13.4348 -0.0132 -0.0248 -0.0504
Si 1.3615 -4.1036 13.5291 -0.0065 -0.0043 -0.0493
Si 4.0776 -1.3809 13.6714 -0.0026 -0.0029 -0.0332
Si -4.0703 1.3963 13.6428 0.0206 0.0173 -0.0374
Si -1.416 4.0432 13.7132 0.015 -0.005 -0.0384
Si 6.7745 -4.106 13.6424 0.0018 0.0314 -0.0257
Si -1.3661 -1.3317 13.4896 -0.0007 -0.0052 -0.0525
Si -0.0775 0.0126 14.9262 0.0039 0.0002 -0.0303
Si 2.7746 2.7993 14.6965 0.0147 -0.0102 -0.0375
Si 0.0368 -5.4624 14.9356 -0.0095 0.0304 0.0219
Si 2.6692 -2.7779 14.9626 0.0253 0.0282 -0.0023
Si 5.4952 -0.0209 14.9959 -0.0249 -0.0156 -0.0064
Si -2.8146 2.7586 15.1759 0.0191 -0.0215 0.0287
Si 5.4419 5.3684 15.0042 -0.0138 0.0297 -0.0214
Si -2.6969 -2.6884 14.8657 0.0186 -0.0156 -0.0108
Si 0.9704 -1.672 16.1466 0.0006 -0.0412 -0.173
Si 4.226 1.6309 16.0486 0.0791 -0.0239 -0.1001
Si 1.6962 4.2619 16.1453 -0.0307 0.0526 -0.1408
Si 3.8293 -4.3907 16.2348 0.0011 0.0232 -0.1643
Si 7.144 -1.1534 16.2945 -0.0233 0.075 -0.1843
Si -1.603 1.1329 16.3599 -0.0355 0.0402 -0.2041
Si -4.4951 3.8287 16.5987 0.0481 -0.0079 -0.2057
Si -1.1883 -3.8946 16.165 0.0263 -0.0232 -0.1451
Si 2.9289 -0.3211 17.9422 -0.0351 0.0022 -0.1101
Si 5.9325 -0.16 -5.9593 0.0341 -0.025 -0.0041
Si 7.8858 -3.0236 -2.0516 -0.0121 -0.0016 0.1406
Si -0.0045 2.946 18.3861 -0.0017 -0.0011 -0.1352
Si 1.4876 -0.2546 -2.8889 0.0109 -0.0159 0.1425
Si 6.7124 4.7081 19.7436 -0.0159 -0.0142 -0.1183
Si 0.9146 2.0089 21.2601 -0.0111 0.0181 -0.02
Si 2.7683 2.5557 -2.069 0.0328 0.0026 0.134
Si 5.6411 -5.201 -2.1368 0.0323 0.0043 0.1552
Si 2.7865 -0.4159 -5.551 0.0028 0.0156 0.0185
Si 2.2093 -0.7231 20.7932 0.0035 0.0182 -0.0359
Si -1.2423 -2.3683 -6.5518 -0.0134 -0.0349 0.0097
Si 5.1047 -3.748 20.9217 0.0214 -0.0163 -0.0295
Si 4.1696 4.1556 -4.36 0.0177 0.0015 0.0885
Si -1.4741 -5.134 18.9047 -0.0069 0.0217 -0.1202
Si -1.1547 0.958 -2.7428 0.0159 -0.017 0.0988
Si 2.2503 4.6265 -6.8823 -0.0252 0.0207 0.0028
Si 0.2058 -3.2554 20.7097 -0.0356 -0.0278 0.0046
Si 0.9007 1.9089 -6.4201 -0.0017 0.0202 -0.0055
Si 6.7181 2.8625 -5.5736 -0.0107 0.0096 0.0187
Si -2.6352 -1.0317 -4.2917 -0.0229 -0.0147 0.058
Si -1.2182 3.2668 -4.4139 -0.004 0 0.0094
Si -0.5969 -5.2997 -5.9617 0.0082 -0.0107 0.0184
Si 5.1695 -2.4575 18.1773 -0.0036 -0.0505 -0.0968
Si 1.336 -1.3558 5.4415 0.0098 -0.0021 0.0127
Si 4.0491 1.3777 5.4578 -0.0083 -0.0126 0.0186
Si 1.3674 4.0735 5.401 0.0029 -0.0079 0.0174
Si 4.0888 6.7983 5.4212 -0.0006 0.0149 0.0152
Si 6.8183 -1.375 5.4117 -0.0029 -0.0068 0.0188
Si -1.326 1.3362 5.4399 0.0047 0.0086 0.0246
Si 6.7775 4.0967 5.466 0.0054 0.0026 0.0166
Si -1.3697 -4.0707 5.4417 0.0015 -0.005 0.019
Si 2.6976 0.0079 6.7957 0.0114 -0.0058 0.0131
Si 5.4154 2.7293 6.818 -0.0041 -0.011 0.0135
Si 2.7259 5.4279 6.7813 -0.0176 0.001 0.0072
Si 5.4567 -2.7281 6.7773 -0.0095 0.0069 0.0035
Si -2.711 -0.017 6.7926 -0.0049 0.0057 0.0138
Si 0.0272 2.7138 6.7824 -0.0103 0.0019 0.0042
Si -2.7301 -5.4207 6.8015 0.0135 0.0041 0.0178
Si -0.019 -2.7149 6.8093 0.0063 -0.0048 0.0138
Si 1.359 1.3616 8.1696 0.0071 -0.0037 -0.0031
Si 4.0634 4.0826 8.1865 0.0102 -0.0013 -0.0067
Si 1.356 6.7898 8.1413 -0.0025 0.0133 -0.0058
Si 4.0862 -1.3551 8.1137 -0.0162 0.0032 -0.0057
Si 6.7951 1.3509 8.1451 -0.0034 0.0062 -0.0003
Si -1.3484 4.0826 8.118 -0.0062 -0.0176 0.0034
Si 6.7994 -4.0691 8.167 -0.0087 -0.0085 0.0073
Si -1.3716 -1.3661 8.1872 0.008 -0.0099 -0.0014
Si 0.0009 0.0059 9.5262 -0.0101 0.0041 -0.0129
Si 2.7045 2.7091 9.5474 -0.0019 -0.0073 -0.0133
Si -0.0097 5.4303 9.5089 0.0082 0.0059 -0.0015
Si 2.7277 -2.7064 9.466 0.0188 -0.013 -0.0085
Si 5.4278 -0.0157 9.5054 -0.004 -0.0047 0.0038
Si 8.1743 2.729 9.4707 -0.0013 0 -0.012
Si 5.4499 5.4457 9.5201 -0.0106 0 -0.0116
Si 8.1404 -2.7206 9.554 0.01 0.0113 -0.011
O 3.2267 1.0513 17.1888 -0.0631 -0.0227 0.0857
O 5.5798 -5.1293 20.2342 -0.0095 -0.005 0.0301
O -2.6629 -0.0335 16.8459 0.004 -0.022 0.0724
O 5.485 0.0141 -0.4603 -0.0104 -0.0035 -0.0547
O -1.7629 -3.743 -1.3063 -0.0273 0.0258 -0.1108
O 6.6044 -1.9975 17.5914 -0.0209 -0.0401 0.1081
O 5.4044 3.2015 -4.7282 0.0208 -0.032 -0.0235
O 1.775 3.507 -1.2245 0.0232 -0.0235 -0.1114
O 4.8346 5.3568 -3.4968 -0.0317 -0.0012 -0.1023
O -0.8083 4.2906 18.7308 -0.0131 -0.0032 0.0314
O 1.1799 3.3478 17.3777 -0.0162 -0.067 0.0966
O -1.9412 -4.5933 17.4414 -0.0212 -0.0159 0.1253
O 1.6937 3.1169 -7.1916 0.0089 -0.0238 -0.0075
O 0.0374 5.3949 -0.4909 0.0075 -0.0084 -0.0657
O 6.8177 3.9191 -6.8158 0.0045 0.0044 -0.0031
O 6.3519 4.3962 -1.4224 -0.024 0.0112 -0.0991
O 2.3965 -1.4585 -6.724 0.0022 -0.0228 0.0118
O 0.0154 0.0885 -3.4342 -0.0036 -0.008 -0.0799
O 1.2807 -2.0253 20.4805 0.0179 0.0056 0.0054
O 6.7331 -1.0269 -4.8543 -0.031 -0.0012 -0.0305
O -0.8814 4.8481 -4.53 -0.0022 0.0154 0.0062
O 6.5286 3.4073 20.7226 0.0104 -0.0186 0.0166
O 8.1371 -5.3855 19.8849 -0.0084 0.0139 0.0559
O 4.5685 -4.611 -1.1011 0.0124 -0.0414 -0.0941
O 8.1036 2.6798 -0.4522 -0.0012 -0.0023 -0.0861
O -0.4272 -4.0119 19.4297 0.017 0.0138 0.0125
O 1.3124 -1.1912 -1.5907 -0.0064 0.0126 -0.1334
O 5.263 2.6566 16.7816 -0.0271 -0.0179 0.05
O 2.7974 -0.0176 19.4836 -0.0045 0.0299 0.072
O 8.1009 3.0328 -4.7514 -0.0259 -0.0074 -0.0267
O 3.1571 3.3357 -3.4121 -0.0215 -0.0002 -0.0664
O 3.3563 4.6268 -5.6805 0.0003 0.0122 -0.0299
O 4.6386 -3.8501 17.551 0.0279 0.036 0.0886
O 2.8225 -2.8159 -0.3868 0.0095 -0.0129 -0.0496
O -2.4748 0.3496 -3.4533 -0.0063 0.0223 -0.0397
O 4.061 2.1549 -1.1832 -0.0167 0.0541 -0.0866
O -0.0172 -2.022 -7.5316 -0.0129 0.015 -0.0015
O -2.2219 2.3547 -7.4652 -0.0109 -0.0116 0.0133
O 4.1402 -1.3339 17.6651 0.0058 0.0199 0.0387
O 0.6377 2.339 19.7225 0.0072 -0.0166 0.0483
O -0.1242 2.5679 -5.373 0.0129 -0.0227 -0.0041
O -2.5808 -2.5318 -7.4452 0.0079 -0.0076 0.0162
O -1.1195 0.7429 -1.1449 0.0202 -0.0271 -0.14
O 7.2354 -1.8664 -1.1318 0.0424 -0.0238 -0.1095
O 6.6281 4.3124 18.1532 -0.002 0.0194 0.1501
O -0.112 -2.7717 16.6855 0.0042 0.0263 0.0523
O 6.2128 -0.8173 -7.4089 -0.0009 0.0153 0.0109
O 2.0471 1.0062 -5.7459 -0.0099 0.029 -0.0084
O 0.9578 -5.3913 -6.407 -0.002 0.0078 0.0013
O 2.3539 -0.9465 -4.0709 0.0086 -0.0301 -0.0361
O 5.2284 -2.5961 19.7791 0.0053 0.0094 0.0671
O 2.7332 5.3826 16.757 -0.0073 -0.014 0.0436
O 4.3738 -0.1857 -5.6001 -0.0063 0.0081 0.0043
O 6.7721 -4.1068 -2.4604 -0.0044 0.0001 -0.0687
O -0.9624 -3.7475 -5.7782 -0.0062 -0.0068 0.0093
O -1.5492 4.8934 -7.0915 0.0013 -0.0036 -0.0046
O -0.9445 1.8194 17.6924 0.0388 0.0213 0.1361
O 6.5214 1.331 -6.0191 0.0151 0.0129 -0.0099
O -2.4136 -2.3243 -3.3674 0.0117 -0.0021 -0.047
O -0.0358 0.8966 -7.2835 0.0018 -0.0263 0.01
O -1.5541 -1.1684 -5.5001 0.0372 0.0267 -0.0343
O -1.0013 2.558 -2.9764 -0.011 0.0346 -0.0288
O 2.0965 1.1551 -2.4313 -0.0251 -0.0105 -0.0448
O 1.5365 -0.9773 17.4971 0.0159 0.0381 0.0979

Results
free energy: -118377.517 eV
free energy less fixed offsets of O -570.45, Si -639.56 eV per atom: -5.037 eV

The program warned: the cutoff lies below the one the program advises for these potential files; the forces do not sum to zero within the program's tolerance; empty levels may hold ghost states of the PAW files; the exchange-correlation potential is rough where the density is thin.
